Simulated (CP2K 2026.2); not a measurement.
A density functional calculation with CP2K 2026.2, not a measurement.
Periodic cell of 504 atoms, Si360O144, from a study of silicon, its oxide and their interface. The atomic structure is a simulated model.
Doubt: the forces sum to 2.07 eV/angstrom along one axis rather than to zero, so they err by at least 0.0041 eV/angstrom per atom on average; the grid cutoff is modest.

Settings
functional: PBE
method: Gaussian and plane waves
basis set: DZVP-MOLOPT-SR-GTH
pseudopotentials: GTH-PBE
grid cutoff: 350 Ry, relative cutoff 50 Ry
k points: Gamma only
occupations: fixed
spin: none
net charge: 0

Cell vectors (angstrom)
a	16.32	0	0
b	0	16.32	0
c	-4.2915	-7.2197	33.5691

Atoms and the computed forces on them: element, x, y, z (angstrom), force x, y, z (eV/angstrom)
Si	1.664	14.701	0.037	-0.099	0.122	0.78
Si	3.838	1.602	0.253	0.308	-0.294	0.681
Si	1.566	3.856	0.254	-0.267	0.275	0.706
Si	4.292	6.445	0.19	-0.035	0.111	0.767
Si	1.182	9.635	0.015	0.225	-0.112	0.761
Si	-0.326	5.335	33.56	0.057	-0.252	0.718
Si	7.282	14.517	0.026	-0.069	0.094	0.725
Si	9.733	1.181	0.081	-0.156	0.103	0.787
Si	6.504	4.254	0.053	0.228	-0.098	0.799
Si	9.192	7.079	0.036	0.154	-0.049	0.761
Si	6.951	9.227	0.082	-0.043	0.153	0.729
Si	9.459	12.291	0.317	-0.018	-0.007	0.52
Si	11.973	15.316	0.1	0.089	-0.159	0.72
Si	14.726	1.65	0.087	0.118	-0.092	0.727
Si	12.527	3.863	0.108	-0.127	0.062	0.752
Si	14.799	6.843	0.012	0.188	-0.015	0.718
Si	7.324	2.853	33.405	0.227	-0.132	0.804
Si	11.052	4.761	33.431	-0.339	0.195	0.644
Si	2.72	-0.05	1.439	-0.002	-0.014	-0.016
Si	5.479	2.7	1.469	-0.019	0.027	-0.045
Si	2.716	5.411	1.539	0.018	-0.004	0.002
Si	5.45	8.064	1.431	0.014	-0.006	-0.039
Si	2.79	10.873	1.232	0.001	0.033	-0.043
Si	5.529	13.617	1.365	-0.045	0.037	-0.046
Si	8.224	-0.078	1.362	-0.028	0.031	-0.081
Si	10.911	2.728	1.38	0.022	0.009	-0.037
Si	8.107	5.44	1.33	0.006	0.024	-0.05
Si	10.772	8.317	1.268	0.04	-0.042	-0.047
Si	8.063	10.826	1.455	-0.01	-0.058	-0.054
Si	10.913	13.693	1.456	0.007	0.017	-0.05
Si	13.589	0.066	1.397	0.017	0.012	-0.038
Si	-0.05	2.729	1.473	-0.03	-0.009	0.001
Si	13.59	5.457	1.445	-0.006	-0.013	-0.053
Si	-0.015	8.107	1.325	-0.045	0.025	-0.052
Si	13.504	10.97	1.063	0.087	-0.046	-0.053
Si	0.057	13.55	1.298	0.019	-0.01	-0.046
Si	1.312	1.302	2.773	0.017	0.009	0.036
Si	4.083	4.023	2.854	-0.02	-0.023	0.034
Si	1.339	6.83	2.768	-0.019	-0.004	0.01
Si	4.083	9.516	2.676	-0.01	0.005	-0.017
Si	1.415	12.198	2.673	-0.003	-0.008	0.032
Si	4.172	14.979	2.748	-0.013	-0.012	0.026
Si	6.855	1.299	2.724	0.025	-0.018	-0.006
Si	9.514	4.103	2.675	-0.007	0	-0.011
Si	6.801	6.741	2.805	-0.003	-0.021	0.041
Si	9.476	9.528	2.795	0.003	-0.02	0.025
Si	6.739	12.208	2.785	0.009	0	0.038
Si	9.543	14.988	2.831	0.006	0.006	0.049
Si	12.245	1.395	2.798	-0.008	-0.017	0.045
Si	14.97	4.139	2.82	0.01	0.004	0.021
Si	12.156	6.89	2.635	-0.041	0.013	0.017
Si	14.848	9.544	2.541	0.024	0.045	0.053
Si	12.318	12.274	2.664	-0.007	-0.031	0.017
Si	14.985	14.941	2.646	0.009	0.006	-0.014
Si	-0.031	-0.05	4.101	-0.012	0	-0.003
Si	2.686	2.664	4.14	0.011	0.012	-0.009
Si	0.012	5.479	4.151	0.01	-0.039	0.01
Si	2.714	8.197	4.077	0.019	-0.004	0.01
Si	-0.04	10.857	3.973	0.008	-0.014	-0.051
Si	2.759	13.582	4.051	-0.01	-0.021	-0.041
Si	5.48	0.01	4.13	-0.031	0.005	0.006
Si	8.19	2.715	4.062	0.005	-0.011	-0.018
Si	5.436	5.411	4.17	0.006	0.018	-0.019
Si	8.151	8.134	4.139	-0.022	0.013	0
Si	5.394	10.85	4.116	0.017	-0.019	0.001
Si	8.15	13.581	4.108	0.004	0.029	-0.03
Si	10.9	0.029	4.16	0.023	0	0.001
Si	13.603	2.756	4.138	-0.018	-0.015	-0.015
Si	10.85	5.489	4.035	0.018	0.028	-0.008
Si	13.559	8.202	4.007	0.032	0.001	-0.025
Si	10.909	10.919	4.047	0.002	-0.015	-0.045
Si	13.645	13.607	4.055	-0.03	0.019	0.023
Si	1.351	-1.341	16.332	0.001	-0.001	0.002
Si	4.071	1.382	16.313	-0.005	-0.003	0.007
Si	1.357	4.092	16.329	0.011	0.006	0.001
Si	4.075	6.811	16.305	-0.009	0.001	0.004
Si	1.371	9.505	16.291	0.016	-0.006	0
Si	4.104	12.235	16.292	-0.012	0.007	-0.008
Si	6.823	-1.35	16.278	-0.004	0.011	0.004
Si	9.521	1.348	16.28	-0.006	-0.001	-0.02
Si	6.803	4.093	16.331	0.021	-0.002	0.015
Si	9.497	6.808	16.303	0	-0.002	-0.002
Si	6.797	9.538	16.322	-0.005	0.009	0.017
Si	9.555	12.229	16.308	-0.001	-0.004	0.001
Si	12.234	-1.383	16.335	-0.015	0.001	0.011
Si	-1.362	1.319	16.325	0.013	-0.005	0.004
Si	12.239	4.059	16.286	0.009	0.002	0.001
Si	-1.349	6.792	16.319	0	-0.007	-0.004
Si	12.228	9.531	16.348	0.006	0.001	0.013
Si	-1.391	12.238	16.313	-0.012	-0.012	0.007
Si	2.714	0.037	17.692	-0.026	0.009	0.004
Si	5.446	2.719	17.675	-0.002	0.002	0.049
Si	2.694	5.497	17.68	-0.025	-0.013	0.019
Si	5.437	8.16	17.67	-0.02	0.011	0.029
Si	2.777	10.828	17.626	-0.004	-0.01	0
Si	5.453	-2.688	17.625	0.011	-0.033	0.003
Si	8.206	-0.031	17.647	-0.009	0.005	0.019
Si	10.848	2.722	17.632	-0.004	-0.027	0.001
Si	8.158	5.468	17.699	-0.007	0.015	0.009
Si	10.828	8.17	17.67	0.001	-0.002	0.03
Si	8.165	10.918	17.662	0.014	0.001	0.022
Si	10.917	-2.78	17.713	-0.002	0.009	0.014
Si	13.595	-0.04	17.701	0.034	-0.006	0.046
Si	0.016	2.678	17.66	0.023	0.025	0
Si	13.611	5.397	17.639	-0.021	-0.016	0.013
Si	0.012	8.168	17.669	0.007	-0.015	0.002
Si	13.59	10.894	17.724	0.005	-0.004	0.003
Si	-0.054	-2.7	17.651	0.021	0.045	0.008
Si	1.312	1.33	19.094	-0.016	-0.007	0.007
Si	4.047	4.108	18.989	0.019	-0.014	-0.04
Si	1.366	6.88	19.093	0.06	-0.009	-0.026
Si	4.121	9.507	19.074	-0.039	0.01	-0.026
Si	1.384	12.23	18.852	-0.02	-0.007	-0.023
Si	4.142	-1.302	18.987	0.009	0.033	-0.019
Si	6.87	1.344	18.99	-0.01	0.012	-0.041
Si	9.531	4.09	19.024	0.015	0.01	0.001
Si	6.78	6.829	19.062	0.027	-0.009	0.007
Si	9.455	9.536	19.053	0.004	-0.022	-0.048
Si	6.828	-3.992	18.998	0.015	0.018	-0.04
Si	9.531	-1.429	19.029	-0.014	-0.028	-0.021
Si	12.194	1.36	18.975	-0.014	-0.004	-0.02
Si	-1.334	4.032	18.996	-0.016	0.01	-0.021
Si	12.208	6.752	18.941	-0.026	0.012	-0.049
Si	-1.347	9.512	19.029	-0.007	-0.013	-0.015
Si	12.255	-4.106	19.168	-0.011	0.029	0.027
Si	-1.425	-1.434	19.127	-0.003	-0.049	-0.023
Si	-0.088	-0.029	20.469	0	0.072	0.061
Si	2.696	2.747	20.367	-0.043	0.015	0.039
Si	-0.021	5.444	20.35	-0.009	-0.013	0.061
Si	2.757	8.214	20.537	0.004	-0.03	0.04
Si	0.088	10.899	20.27	0.01	0	0.026
Si	2.732	-2.711	20.168	-0.003	0.005	0.027
Si	5.546	-0.014	20.387	0.07	-0.038	0.046
Si	8.19	2.738	20.374	-0.019	-0.02	0.032
Si	5.414	5.449	20.374	-0.029	-0.026	0.063
Si	8.056	8.228	20.462	-0.014	0.041	0.067
Si	5.522	10.943	20.324	0.006	0.001	0.049
Si	8.141	-2.693	20.473	-0.018	0.039	0.037
Si	10.921	-0.083	20.325	0.04	0.015	0.028
Si	13.541	2.721	20.32	0.022	0.037	0.029
Si	10.887	5.43	20.39	0.015	-0.008	0.037
Si	13.554	8.11	20.277	0.01	-0.005	0.058
Si	10.827	10.852	20.455	-0.025	0.002	0.069
Si	13.593	-2.812	20.656	0.03	0	0.105
Si	1.179	-1.695	21.546	0.03	0.325	-0.725
Si	4.375	1.618	21.526	-0.115	0.004	-0.831
Si	1.579	4.364	21.665	-0.189	-0.29	-0.722
Si	3.89	6.557	21.788	0.246	0.342	-0.681
Si	1.715	9.992	21.693	-0.195	-0.378	-0.757
Si	3.982	-4.126	21.513	0.188	0.197	-0.624
Si	7.14	-1.026	21.874	-0.349	-0.316	-0.69
Si	9.43	1.157	21.58	0.085	0.229	-0.707
Si	6.528	3.837	21.637	0.22	0.088	-0.8
Si	9.649	6.996	21.625	-0.123	-0.202	-0.783
Si	6.962	9.869	21.836	-0.103	-0.21	-0.706
Si	9.254	-4.299	21.771	0.134	0.114	-0.76
Si	12.349	-1.171	21.878	-0.096	-0.285	-0.721
Si	-1.799	1.114	21.688	0.162	0.003	-0.755
Si	12.531	4.334	21.703	-0.246	-0.093	-0.725
Si	-1.613	6.59	21.62	0.11	0.056	-0.668
Si	11.932	9.137	21.605	0.056	0.209	-0.78
Si	-0.945	-3.995	21.793	-0.425	-0.118	-0.742
Si	10.728	2.915	23.753	0.019	0.036	-0.064
Si	8.228	10.081	26.523	0.013	0.038	-0.037
Si	10.534	0.971	29.057	0.124	0.03	-0.001
Si	-1.141	-5.564	31.087	0.04	0.013	0.043
Si	1.989	1.229	28.303	-0.057	-0.16	0.036
Si	-1.912	0.422	31.508	-0.08	0.015	0.207
Si	1.36	-1.609	27.932	0.115	-0.034	-0.078
Si	6.801	-1.513	31.503	-0.007	0.053	0.166
Si	-0.487	-3.347	29.239	-0.052	-0.081	0.071
Si	10.423	-2.437	24.084	0.015	0.012	-0.073
Si	9.034	5.433	26.474	0.097	0.023	-0.013
Si	-1.137	7.804	24.413	0.079	-0.007	-0.149
Si	11.089	7.967	29.351	-0.077	-0.079	-0.003
Si	4.554	5.39	27.336	-0.077	-0.018	0.047
Si	1.211	6.481	25.838	0.055	0.076	-0.127
Si	4.4	8.206	28.628	-0.083	-0.061	0.011
Si	-3.165	-5.264	26.716	-0.124	-0.011	0.165
Si	3.955	7.169	24.856	-0.042	-0.013	-0.12
Si	-0.013	10.601	24.132	0.086	0.19	-0.248
Si	5.773	-2.259	26.659	0.102	0.04	0.082
Si	-3.585	2.929	28.95	-0.059	-0.047	-0.021
Si	-0.634	2.159	29.405	0.006	0.056	0.077
Si	1.526	8.236	28.164	0.029	0.025	0.051
Si	11.07	-2.051	28.723	-0.029	-0.053	0.06
Si	10.736	2.83	26.766	0.123	-0.015	0.021
Si	6.803	9.915	29.176	-0.017	-0.04	-0.025
Si	10.43	-4.069	26.712	-0.016	-0.02	-0.033
Si	5.624	9.777	24.713	0.105	-0.016	-0.205
Si	2.612	8.668	30.826	0.062	0.068	0.05
Si	-0.714	10.218	28.268	-0.026	0.015	-0.011
Si	6.175	3.199	28.413	-0.175	-0.074	-0.08
Si	3.58	-4.776	31.405	0.069	-0.037	0.125
Si	10.393	8.007	26.326	0.077	-0.018	0.085
Si	6.091	0.707	26.497	0.067	-0.068	0.035
Si	12.281	-1.872	31.472	0.014	0.01	0.1
Si	-2.586	-2.358	27.302	0.042	-0.059	0.151
Si	3.363	1.599	25.562	0.037	-0.059	-0.063
Si	8.313	5.101	29.257	0.026	0.042	0.047
Si	8.205	7.645	30.706	0.059	0.012	0.003
Si	5.639	-3.611	29.506	-0.033	0.025	0.019
Si	12.644	9.067	24.531	-0.012	-0.078	-0.042
Si	1.312	-3.389	25.488	0.057	0.042	0.23
Si	-0.547	-1.08	25.718	0.13	-0.055	0.019
Si	2.413	0.213	23.4	0.025	-0.123	0.025
Si	-0.14	1.501	24.007	0.037	0.104	-0.002
Si	1.278	3.748	31.389	0.02	-0.026	0.024
Si	-3.879	9.494	31.558	0.014	-0.033	0.146
Si	4.163	-3.755	24.415	0.163	0.023	-0.017
Si	11.21	5.151	30.35	0.011	-0.022	0.138
Si	3.408	3.579	29.408	-0.018	0.055	-0.093
Si	1.454	3.642	24.663	0.047	0.093	-0.077
Si	7.699	-1.174	24.835	-0.071	-0.011	-0.094
Si	8.379	5.099	23.726	0.027	0.024	-0.158
Si	8.647	0.996	31.498	-0.001	-0.059	0.124
Si	1.376	14.927	5.425	0.03	0.004	-0.01
Si	4.085	1.34	5.48	0.002	0	0.01
Si	1.358	4.078	5.478	0.005	-0.009	-0.01
Si	4.066	6.82	5.455	-0.022	-0.003	0
Si	1.316	9.535	5.406	-0.011	0.017	-0.014
Si	4.06	12.229	5.462	-0.004	0.008	0.006
Si	6.813	14.948	5.477	0.002	-0.003	-0.013
Si	9.527	1.389	5.478	0	0.003	-0.002
Si	6.824	4.048	5.467	-0.009	-0.027	-0.005
Si	9.522	6.791	5.472	-0.007	-0.007	0.002
Si	6.783	9.51	5.462	0.003	-0.005	0.008
Si	9.54	12.242	5.44	0.003	-0.008	0.007
Si	12.273	14.951	5.446	0.004	0	-0.002
Si	14.953	1.349	5.457	0.003	0.005	-0.002
Si	12.215	4.132	5.433	-0.001	0.009	-0.01
Si	14.92	6.851	5.421	-0.002	0.017	-0.013
Si	12.238	9.542	5.418	-0.01	0.001	-0.015
Si	14.99	12.231	5.401	0.003	-0.007	-0.011
Si	2.718	-0.03	6.809	0.005	0.01	-0.005
Si	5.447	2.709	6.825	-0.016	0.003	-0.002
Si	2.719	5.449	6.817	-0.002	-0.014	0.006
Si	5.426	8.162	6.825	0.008	0.006	0.001
Si	2.681	10.878	6.795	-0.014	0.021	0.002
Si	5.435	13.588	6.814	-0.007	-0.004	0.003
Si	8.168	0.007	6.821	0.002	0.002	-0.001
Si	10.884	2.756	6.815	-0.016	0.006	0.002
Si	8.168	5.424	6.824	0.017	0.008	-0.005
Si	10.89	8.174	6.795	-0.002	-0.014	-0.002
Si	8.168	10.878	6.794	0.003	-0.007	-0.005
Si	10.894	13.603	6.801	0.004	0.001	-0.004
Si	13.605	-0.005	6.821	-0.009	-0.001	0.001
Si	-0.008	2.712	6.816	0.014	-0.004	0.004
Si	13.585	5.473	6.794	-0.008	-0.002	-0.004
Si	-0.02	8.177	6.788	0.004	-0.002	0
Si	13.612	10.889	6.773	0.005	-0.003	0.002
Si	0.015	13.58	6.789	0.01	-0.017	0.001
Si	1.363	1.349	8.16	0.006	0.003	-0.004
Si	4.085	4.084	8.168	0.017	0.015	-0.005
Si	1.34	6.81	8.153	-0.008	-0.004	-0.003
Si	4.056	9.528	8.16	-0.005	-0.018	0.002
Si	1.355	12.237	8.175	0.003	-0.005	0.012
Si	4.079	-1.374	8.176	-0.014	-0.008	0.008
Si	6.802	1.352	8.184	-0.006	-0.006	0.008
Si	9.525	4.085	8.191	-0.004	-0.003	0.01
Si	6.799	6.796	8.166	-0.016	-0.011	0
Si	9.523	9.52	8.157	-0.002	0	0.001
Si	6.806	12.234	8.161	0.006	0.013	0
Si	9.534	-1.356	8.164	0.007	0.005	0
Si	12.241	1.373	8.161	0.006	-0.002	-0.003
Si	14.945	4.092	8.15	-0.007	-0.007	-0.008
Si	12.237	6.818	8.168	0.005	0.005	0.009
Si	14.954	9.533	8.157	0.012	0.003	0.007
Si	12.253	12.237	8.148	-0.007	0	0.004
Si	14.976	-1.373	8.154	0	0.013	-0.001
Si	0.005	-0.008	9.52	0.01	-0.002	0.003
Si	2.72	2.716	9.515	-0.007	-0.009	-0.002
Si	-0.011	5.445	9.514	0.013	0.002	0.004
Si	2.703	8.164	9.519	0.003	0.003	0.003
Si	-0.006	10.879	9.526	-0.006	0.008	0.007
Si	2.718	13.594	9.534	0.004	0.001	0.005
Si	5.437	-0.008	9.532	-0.002	0.005	0.001
Si	8.162	2.718	9.536	0.004	0.005	0.005
Si	5.442	5.441	9.528	-0.002	-0.004	0.003
Si	8.164	8.159	9.517	0.006	0.001	-0.007
Si	5.434	10.88	9.516	-0.005	0.003	-0.003
Si	8.164	13.602	9.517	-0.003	-0.007	-0.002
Si	10.886	0.008	9.522	-0.012	0.003	0.006
Si	13.599	2.73	9.521	-0.002	0.002	0.005
Si	10.885	5.452	9.533	-0.007	-0.005	0.008
Si	13.602	8.169	9.523	-0.004	-0.006	0.004
Si	10.889	10.88	9.509	0.005	-0.001	-0.006
Si	13.609	13.594	9.512	-0.003	-0.006	-0.001
Si	1.36	-1.36	10.889	0.002	0.003	0.006
Si	4.076	1.359	10.882	0.006	0.005	0
Si	1.356	4.08	10.866	0.002	-0.004	-0.004
Si	4.072	6.804	10.871	0	-0.003	-0.005
Si	1.352	9.521	10.888	-0.005	0.004	0.002
Si	4.083	12.239	10.888	-0.006	0.007	0.006
Si	6.803	-1.363	10.886	-0.003	0.006	0.003
Si	9.524	1.359	10.889	-0.011	-0.002	0.003
Si	6.801	4.084	10.886	-0.009	0	0
Si	9.52	6.805	10.887	0.004	-0.002	0.004
Si	6.798	9.519	10.87	0	-0.011	-0.001
Si	9.527	12.239	10.865	0.002	0.003	-0.006
Si	12.251	-1.362	10.868	0.008	0	-0.006
Si	-1.357	1.36	10.871	0.004	-0.002	-0.004
Si	12.242	4.085	10.889	-0.006	0.001	0.002
Si	-1.364	6.802	10.883	-0.003	0.002	0.002
Si	12.24	9.524	10.881	-0.002	-0.001	0.006
Si	-1.36	12.239	10.883	0.005	-0.007	0.003
Si	2.719	0.003	12.247	-0.001	0.001	-0.002
Si	5.435	2.724	12.236	0.004	-0.002	-0.001
Si	2.718	5.438	12.226	-0.001	0.005	-0.004
Si	5.436	8.161	12.228	-0.009	-0.005	-0.003
Si	2.715	10.884	12.243	0.004	-0.008	0
Si	5.444	13.6	12.248	-0.002	-0.005	0.001
Si	8.16	0.002	12.244	0.004	-0.005	0.007
Si	10.883	2.719	12.246	-0.004	0	0.004
Si	8.159	5.445	12.244	0.001	-0.004	0.003
Si	10.883	8.163	12.243	-0.004	0.002	-0.001
Si	8.168	10.878	12.223	0.003	0.01	-0.007
Si	10.886	13.598	12.222	-0.006	0	-0.006
Si	13.609	-0.007	12.23	-0.006	0.01	-0.003
Si	0	2.722	12.231	0.008	0.002	-0.006
Si	13.599	5.443	12.251	0	-0.007	0.003
Si	-0.007	8.159	12.246	0.003	-0.012	0.002
Si	13.603	10.877	12.241	0	0.012	-0.003
Si	-0.002	13.598	12.243	0	-0.003	-0.002
Si	1.361	1.374	13.599	-0.01	-0.003	-0.003
Si	4.082	4.09	13.593	-0.006	-0.016	-0.004
Si	1.357	6.788	13.588	0.009	-0.007	-0.006
Si	4.082	9.522	13.588	-0.006	0.01	-0.004
Si	1.354	12.242	13.607	-0.003	0.014	0.001
Si	4.075	-1.362	13.607	0.002	0.01	0.003
Si	6.792	1.368	13.594	-0.016	0.021	-0.003
Si	9.519	4.082	13.599	-0.003	0.001	-0.002
Si	6.79	6.805	13.596	0.002	0.006	-0.002
Si	9.518	9.519	13.595	0.008	-0.006	-0.003
Si	6.822	12.239	13.588	0.007	-0.012	-0.001
Si	9.533	-1.364	13.585	-0.006	0.001	-0.005
Si	12.248	1.344	13.59	0.015	-0.014	-0.004
Si	-1.362	4.069	13.6	0.006	0.003	0.001
Si	12.242	6.81	13.61	-0.006	-0.005	0.004
Si	-1.365	9.518	13.61	-0.006	-0.001	0.002
Si	12.237	12.239	13.586	-0.004	-0.003	-0.012
Si	-1.361	-1.365	13.6	0.008	-0.003	-0.006
Si	0.007	0.001	14.946	0.01	0.014	0.005
Si	2.72	2.744	14.956	0.008	0.024	0.003
Si	-0.003	5.432	14.953	0.004	-0.009	-0.002
Si	2.721	8.152	14.931	-0.009	-0.006	-0.011
Si	-0.007	10.882	14.966	0.008	0.005	-0.002
Si	2.71	-2.717	14.972	-0.009	-0.018	0.007
Si	5.433	0.011	14.954	0.01	-0.005	0.002
Si	8.15	2.728	14.954	-0.001	-0.021	0.008
Si	5.44	5.443	14.961	-0.016	0.006	-0.003
Si	8.144	8.171	14.952	0.008	0.001	-0.002
Si	5.456	10.882	14.934	-0.01	-0.001	0.004
Si	8.189	-2.726	14.948	0.008	0.004	0.002
Si	10.894	-0.018	14.951	-0.002	0.014	-0.006
Si	13.606	2.689	14.955	-0.023	-0.007	-0.004
Si	10.875	5.445	14.956	0.001	-0.002	0.003
Si	13.597	8.167	14.985	-0.007	0	0.011
Si	10.892	10.87	14.945	-0.003	0.015	-0.002
Si	13.584	-2.723	14.95	0.013	0.002	-0.003
O	-0.155	-6.074	32.273	0.56	-0.472	-0.258
O	-1.03	-4.825	23.209	-0.284	-0.051	0.483
O	7.199	8.844	30.314	-0.45	0.227	0.214
O	6.197	4.029	33.081	0.168	-0.028	-0.594
O	4.584	-3.426	22.874	0.249	0.424	0.06
O	-2.688	5.464	22.162	0.179	-0.143	0.324
O	5.604	-3.251	27.922	-0.077	-0.348	-0.049
O	7.692	2.23	31.935	-0.159	0.183	-0.528
O	1.47	4.907	25.636	0.207	-0.121	0.446
O	1.098	9.884	23.189	0.337	-0.27	0.243
O	6.846	-1.419	23.449	-0.297	-0.145	0.257
O	10.275	6.41	26.139	0.337	-0.257	-0.256
O	-4.232	3.522	33.172	-0.117	-0.202	-0.47
O	9.522	0.7	32.839	-0.222	0.248	0.098
O	-1.977	2.846	28.805	0.106	0.102	-0.507
O	8.262	0.143	22.082	-0.091	0.068	0.213
O	11.626	-5.057	27.226	-0.035	-0.381	0.322
O	-1.303	1.964	23	-0.339	0.296	0.164
O	10.259	1.637	22.897	0.042	-0.484	0.391
O	12.638	9.562	22.998	0.095	0.597	0.114
O	4.793	-5.356	32.318	0.213	0.365	-0.352
O	9.336	-4.456	33.134	0.149	-0.056	-0.302
O	1.798	2.601	32.407	-0.062	-0.116	-0.261
O	2.061	-1.24	22.849	0.326	-0.417	0.197
O	7.668	6.168	30.29	-0.258	-0.343	0.304
O	0.123	-2.797	22.098	0.13	0.066	0.206
O	1.02	4.012	23.149	-0.213	0.227	0.236
O	2.736	-3.708	32.273	0.103	0.021	-0.305
O	6.555	9.18	33.176	0.031	0.053	-0.589
O	-0.806	-0.188	32.493	-0.076	0.075	-0.41
O	-1.486	6.408	33.095	-0.183	-0.018	-0.603
O	9.826	-3.584	23.112	-0.07	-0.243	0.081
O	0.792	-2.358	29.257	0.167	-0.03	0.534
O	4.105	6.14	33.151	-0.211	-0.181	-0.414
O	-0.191	-4.567	28.209	0.2	0.208	-0.566
O	10.925	-3.175	25.439	0.671	0.046	-0.039
O	7.993	5.474	25.242	-0.63	-0.02	0.283
O	4.294	5.902	25.824	-0.028	-0.262	-0.073
O	0.137	3.174	30.4	-0.358	0.075	-0.198
O	-0.592	0.157	24.727	-0.422	-0.186	-0.015
O	6.176	9.449	23.208	-0.078	-0.286	0.191
O	10.878	5.383	31.925	-0.158	0.295	-0.266
O	2.724	5.457	22.01	-0.142	0.135	-0.033
O	11.073	-1.298	32.368	-0.192	-0.066	0.004
O	2.645	-6.025	30.955	-0.252	0.167	-0.075
O	11.096	2.429	25.244	0.346	-0.395	0.017
O	-3.04	-0.659	31.124	-0.098	0.041	-0.182
O	10.369	-0.627	28.972	-0.343	-0.011	-0.061
O	4.625	-5.274	24.721	-0.197	-0.128	0.255
O	5.515	9.338	28.381	-0.085	0.299	-0.514
O	8.959	6.401	22.973	-0.102	0.235	0.474
O	0.194	-2.321	24.996	-0.013	-0.036	-0.299
O	0.398	9.254	27.607	-0.19	0.232	-0.423
O	2.908	2.902	24.7	0.343	0.315	-0.344
O	11.173	-6.218	32.358	-0.196	0.043	-0.206
O	8.151	10.913	22.276	-0.017	0.062	0.341
O	11.737	6.516	29.661	0.621	0.037	-0.168
O	-0.826	-4.012	30.675	-0.085	0.355	0.318
O	11.651	-2.562	30.151	-0.137	-0.573	-0.119
O	7.509	3.71	29.154	0.203	-0.477	0.124
O	7.333	0.282	25.513	0.511	0.557	-0.125
O	4.037	8.183	30.213	0.517	-0.003	0.316
O	9.518	3.969	23.735	0.099	0.096	0.184
O	7.983	10.097	28.111	0.174	0.211	0.254
O	4.805	8.487	25.267	0.071	0.17	0.377
O	4.897	6.729	28.195	0.336	-0.037	0.216
O	0.24	-0.803	27.093	-0.047	0.329	0.345
O	0.573	-4.841	25.368	0.052	-0.361	0.177
O	3.768	0.796	22.784	0.328	-0.178	0.354
O	3.343	4.568	28.096	-0.351	0.223	-0.07
O	8.933	8.671	26.196	-0.382	-0.442	-0.315
O	12.332	4.019	30.083	0.22	-0.03	0.276
O	12.076	3.352	27.523	0.26	0.291	-0.247
O	4.959	1.451	25.603	0.334	0.516	-0.492
O	12.057	1.492	29.353	0.271	-0.196	0.573
O	2.731	1.797	27.005	0.151	0.349	0.178
O	7.066	4.542	22.996	-0.122	0.27	0.378
O	11.965	9.108	30.072	0.213	0.195	-0.635
O	-2.567	1.736	32.2	-0.196	0.194	-0.217
O	5.44	2.712	22.116	-0.159	0.054	0.475
O	0.542	4.906	32.245	0.26	0.05	-0.469
O	5.506	-0.702	27.093	-0.33	-0.052	0.525
O	6.53	-4.934	29.783	0.439	-0.092	0.467
O	-2.722	7.768	24.731	-0.4	-0.556	0.471
O	1.875	-2.805	26.926	0.481	-0.353	0.265
O	2.929	11.04	21.972	0.129	-0.034	0.324
O	-0.74	9.323	24.765	-0.057	0.004	0.446
O	1.162	1.186	23.07	-0.148	0.096	-0.482
O	-3.198	10.4	25.271	0.048	0.203	-0.417
O	2.292	-0.374	28.448	0.616	-0.061	0.285
O	-2.703	-5.729	31.482	-0.153	0.276	-0.059
O	-0.909	7.385	22.863	0.527	0.255	0.015
O	7.796	-0.312	31.075	-0.022	0.016	-0.617
O	-2.061	-1.351	26.167	-0.543	0.15	-0.17
O	2.694	2.112	29.452	0.062	-0.378	0.543
O	-2.536	-3.797	26.593	0.164	0.174	-0.316
O	6.253	-2.301	30.216	0.032	0.063	-0.344
O	9.272	-1.366	24.508	0.26	0.553	0.026
O	11.613	-1.683	23.26	0.203	0.006	0.278
O	5.551	-0.877	32.305	-0.106	-0.236	-0.27
O	-0.277	6.806	25.321	-0.192	-0.44	0.385
O	-3.316	8.169	32.302	-0.011	-0.099	-0.237
O	1.285	6.817	27.422	-0.168	-0.34	0.389
O	8.309	5.888	27.835	-0.202	0.616	0.095
O	9.178	-4.962	26.221	-0.213	0.217	-0.396
O	2.592	4.334	30.607	0.262	0.517	0.148
O	-3.25	-2.962	32.34	-0.068	-0.213	-0.507
O	4.368	6.904	23.309	0.342	-0.061	0.208
O	10.124	1.594	27.619	-0.308	-0.124	-0.296
O	2.335	7.342	25.015	-0.271	0.588	-0.31
O	13.446	-0.004	22.247	0.175	-0.115	0.292
O	3.784	0.951	33.077	-0.197	0.161	-0.586
O	9.574	1.454	30.265	-0.14	0.556	0.06
O	10.802	8.054	22.084	-0.112	0.119	0.277
O	7.251	-2.276	25.958	0.236	-0.341	0.011
O	4.769	-2.725	25.491	-0.218	0.262	-0.002
O	2.784	2.82	0.003	0.257	-0.118	-0.233
O	12.284	-1.822	27.697	-0.144	0.547	-0.358
O	10.077	-3.109	27.991	-0.435	-0.088	0.232
O	-1.726	-2.468	28.673	-0.085	0.364	0.456
O	1.083	-1.864	33.18	0.072	0.044	-0.519
O	1.464	8.174	29.785	-0.556	-0.144	0.283
O	6.871	10.154	25.666	-0.06	0.165	0.139
O	11.066	8.294	27.771	0.362	0.494	0.13
O	0.423	1.658	28.289	-0.199	-0.103	-0.564
O	12.008	3.622	23.072	0.302	-0.053	0.527
O	4.175	-3.982	30.116	-0.455	0.064	-0.256
O	-1.135	0.837	30.175	0.091	-0.559	-0.32
O	7.595	-2.594	32.396	-0.077	-0.166	-0.288
O	2.366	7.967	32.249	-0.552	-0.087	-0.223
O	4.992	3.211	29.541	0.104	-0.129	0.487
O	2.569	-3.567	24.507	-0.303	-0.077	-0.395
O	9.597	7.946	29.961	-0.008	-0.086	-0.079
O	-2.201	10.131	27.631	-0.091	-0.454	-0.076
O	8.406	7.581	32.306	0.341	-0.218	-0.027
O	9.823	4.698	29.658	-0.108	-0.545	-0.343
O	2.677	0.228	24.992	-0.264	-0.46	0.572
O	6.439	1.75	27.706	0.171	-0.021	0.147
O	3.061	8.663	27.812	0.183	0.22	-0.606
O	-0.861	9.807	29.819	0.236	-0.493	0.039
O	5.772	4.317	27.296	0.375	0.209	-0.682
O	11.22	8.639	25.113	-0.136	-0.087	-0.439
O	0.288	2.598	25.11	-0.477	-0.059	0.401
O	9.588	3.947	26.7	-0.206	-0.099	-0.186

Results
total energy: -101655.137 eV
total energy less fixed offsets of O -438.35, Si -107.03 eV per atom: -1.937 eV
